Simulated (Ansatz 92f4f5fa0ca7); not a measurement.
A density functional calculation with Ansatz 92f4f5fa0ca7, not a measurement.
Periodic cell of 223 atoms, Si132O90P1, from a study of silicon, its oxide and their interface. The atomic structure is a simulated model.
Doubt: the cutoff is far below the 930 eV that the study's wrapper takes by default for these files, so forces and energies are approximate.
This geometry differs little from another in the collection (a relaxation step or a small displacement).

Settings
functional: PBE
potential files: Ansatz PAW
basis: plane waves
wave-function cutoff: 580 eV
density cutoff ratio: 5
exchange-correlation grid ratio: 1
k mesh: 1 x 1 x 1, Gamma-centred
self-consistency stop: 5e-08 eV per atom in the density residual
occupations: fixed
spin: none
net charge: +1 e, with a uniform compensating background and no finite-size correction

Cell vectors (angstrom)
a, 10.938, 0, 0
b, 0, 10.938, 0
c, 0, 0, 32.1988

Atoms and the computed forces on them: element, x, y, z (angstrom), force x, y, z (eV/angstrom)
Si, 10.5822, 0.2186, 24.8677, 0.0011, -0.0004, -0.0026
Si, 5.7364, 10.6805, 24.7398, -0.0017, 0.0018, -0.0027
Si, 2.4788, 2.9143, 24.6376, 0.0001, -0.002, -0.0033
Si, 8.4225, 2.4628, 24.8218, 0.0001, 0.0015, -0.0023
Si, 0.2732, 5.1677, 24.7511, -0.0029, 0.0004, -0.0027
Si, 5.1516, 5.7474, 24.6879, 0.0039, -0.002, -0.0042
Si, 2.9313, 8.0085, 24.5917, -0.001, 0.0027, -0.0041
Si, 7.942, 8.4378, 24.7336, 0.0012, -0.0015, -0.0039
Si, 1.3272, 1.3802, 26.0321, -0.0008, 0.0009, 0.0014
Si, 6.8432, 1.3097, 26.1215, 0.0008, -0.001, -0.0004
Si, 4.0411, 4.105, 25.9907, 0.0006, -0.0002, -0.001
Si, 9.6062, 4.0581, 26.081, 0.0023, -0.0016, 0.0007
Si, 1.3964, 6.8275, 25.9986, 0.0004, -0.0005, -0.0015
Si, 6.7666, 6.8527, 26.0224, -0.0004, -0.0002, 0.0004
Si, 4.1012, 9.5331, 25.9952, 0.0001, 0, 0
Si, 9.4597, 9.5701, 26.1615, -0.0008, 0.0011, 0.0007
Si, 2.726, -0.0092, 27.3399, -0.0002, 0.0003, 0.0008
Si, 8.1512, -0.0174, 27.5671, 0.0014, 0.0007, -0.0053
Si, 0.0073, 2.7135, 27.4844, -0.0015, -0.0007, -0.0075
Si, 5.4379, 2.7431, 27.3653, -0.0001, -0.0001, 0.0015
Si, 2.724, 5.4663, 27.4304, -0.0013, -0.0006, -0.0024
Si, 8.183, 5.4695, 27.3482, -0.0004, -0.0003, 0.0011
Si, -0.006, 8.1783, 27.3759, -0.0005, 0.0003, 0.0018
Si, 5.4379, 8.1978, 27.4462, 0.0015, 0.0011, -0.0041
Si, 4.0759, 1.3624, 28.7414, -0.0005, 0.0003, -0.0008
Si, 9.5752, 1.3571, 28.8497, -0.0009, -0.0006, 0.0029
Si, 1.3629, 4.1032, 28.8124, 0.0013, 0.0013, 0.0036
Si, 6.8278, 4.103, 28.7391, -0.0003, -0.0001, -0.0011
Si, 4.0976, 6.8167, 28.8047, -0.0008, -0.0013, 0.0044
Si, 9.5528, 6.8173, 28.7482, -0.0003, 0, -0.0013
Si, 1.3693, 9.5638, 28.7363, 0.0001, -0.0005, -0.0012
Si, 6.7768, 9.5431, 28.8649, -0.0008, -0.0017, 0.0028
Si, 0.0212, -0.0262, 30.1598, 0.0008, -0.0001, 0
Si, 5.4167, 0.0111, 30.1694, -0.001, 0.0011, 0.0004
Si, 2.736, 2.7241, 30.1521, 0.0002, -0.0018, 0
Si, 8.1893, 2.7536, 30.1483, 0.0001, 0.0014, 0.0001
Si, -0.0254, 5.461, 30.1463, -0.0003, -0.0004, -0.0004
Si, 5.4814, 5.4543, 30.1523, 0.0012, 0.0001, 0.0003
Si, 2.727, 8.2085, 30.1343, -0.0001, 0.0004, -0.0001
Si, 8.2022, 8.1739, 30.1588, -0.0001, -0.0007, 0.0001
Si, 1.3757, 1.352, 31.5304, 0, 0.0013, 0.0006
Si, 6.8176, 1.382, 31.4967, 0.0006, -0.0014, -0.0013
Si, 4.1126, 4.0871, 31.517, -0.0006, 0.0012, -0.0012
Si, 9.5607, 4.0994, 31.5377, -0.0004, -0.0014, 0.0008
Si, 1.3566, 6.8377, 31.4806, 0.0006, 0.0001, -0.0016
Si, 6.8471, 6.8142, 31.5384, -0.001, -0.001, 0.0005
Si, 4.0754, 9.5662, 31.5439, 0.0003, -0.0007, 0.0009
Si, 9.578, 9.549, 31.5133, -0.0003, 0.0008, -0.0013
Si, 2.7276, -0.0005, 0.7304, 0.0001, 0.0003, -0.002
Si, 8.1946, 0.0053, 0.6431, -0.0008, 0.0012, -0.0015
Si, 0.0027, 2.7202, 0.6993, 0.0008, -0.0006, -0.0026
Si, 5.4787, 2.7306, 0.6992, -0.0001, -0.0003, -0.0004
Si, 2.7351, 5.4877, 0.6482, 0.0007, -0.0011, -0.0009
Si, 8.2077, 5.459, 0.7284, -0.0006, 0.0005, -0.0026
Si, 0.0117, 8.1812, 0.6766, 0.0004, -0.0004, -0.0016
Si, 5.4786, 8.1989, 0.6995, 0.0004, -0.0002, -0.0027
Si, 4.1282, 1.3624, 2.074, -0.0032, -0.0017, 0.0018
Si, 9.5372, 1.3432, 2.0491, 0.002, 0.0027, -0.0007
Si, 1.3823, 4.1273, 2.0209, -0.0026, -0.0027, 0.0024
Si, 6.8438, 4.0819, 2.0838, 0.0019, 0.0035, -0.0001
Si, 4.1047, 6.8235, 2.0521, 0.0024, 0.0019, -0.0005
Si, 9.6077, 6.8332, 2.0705, -0.0033, -0.0037, 0.0029
Si, 1.3748, 9.5142, 2.0676, 0.0036, 0.0024, -0.0014
Si, 6.8405, 9.6158, 2.0479, -0.005, -0.0008, 0.0013
Si, -0.0164, -0.0455, 3.3792, -0.0009, 0.0002, -0.0015
Si, 5.4879, 0.0059, 3.4779, 0.0027, -0.0008, -0.0035
Si, 2.7687, 2.7843, 3.368, 0.0054, 0.005, -0.004
Si, 8.1911, 2.6937, 3.4568, -0.0013, -0.0049, 0.0001
Si, 0.032, 5.4611, 3.4378, -0.0001, 0.0008, -0.0009
Si, 5.4784, 5.4691, 3.4212, -0.0022, -0.0028, -0.0014
Si, 2.7779, 8.1971, 3.4556, 0.0004, 0.0023, 0.0008
Si, 8.2128, 8.2295, 3.3812, 0.0066, 0.0035, -0.0032
Si, 1.3802, 1.3819, 4.6402, -0.004, -0.0074, 0.0049
Si, 6.8501, 1.3392, 4.8971, 0.0016, 0.0005, 0.007
Si, 4.1514, 4.0831, 4.8255, -0.0003, -0.0026, 0.0134
Si, 9.5795, 4.0754, 4.7633, 0.0012, 0.0039, -0.0021
Si, 1.4124, 6.8284, 4.8089, -0.0062, 0.0009, 0.0132
Si, 6.831, 6.8993, 4.7532, -0.0024, 0, 0.009
Si, 4.1347, 9.5745, 4.8538, -0.003, -0.0003, -0.0048
P, 9.5575, 9.5453, 4.7814, -0.002, 0.0013, 0.0187
Si, 2.7569, 0.1224, 6.0592, -0.0013, 0.0068, 0.0085
Si, 8.2225, -0.0775, 6.2513, 0.0008, -0.0062, 0.0024
Si, 0.0297, 2.6731, 6.0464, 0.0025, -0.0031, 0.0046
Si, 5.485, 2.7098, 6.3141, -0.0052, 0.0046, 0.0004
Si, 2.8038, 5.4843, 6.2062, 0.0022, -0.0037, -0.0012
Si, 8.1737, 5.4661, 6.0404, -0.003, 0.0025, 0.0006
Si, 0.0023, 8.2002, 6.142, 0.0083, 0.0014, -0.0081
Si, 5.5148, 8.223, 6.2488, 0.0054, -0.0087, 0.0081
Si, 3.8345, 1.5731, 7.6253, 0.0088, 0.0077, -0.0173
Si, 9.8579, 1.1378, 7.4502, -0.0093, 0.0001, -0.0012
Si, 1.6213, 3.7983, 7.3249, 0.0178, 0.0076, -0.0083
Si, 6.6586, 4.4071, 7.4905, -0.0144, -0.0045, -0.0069
Si, 4.4064, 6.6258, 7.5665, -0.0032, -0.0118, -0.0113
Si, 9.35, 6.9369, 7.4023, 0.0074, -0.0049, -0.0014
Si, 1.1547, 9.9361, 7.2842, -0.0025, -0.0082, -0.0039
Si, 7.1445, 9.2149, 7.6801, -0.0054, 0.0167, -0.0213
O, 8.3046, 8.085, 7.8933, 0.002, -0.0037, 0.0058
O, 2.7236, 2.7488, 7.9569, -0.014, -0.0077, 0.0037
O, 9.5178, 1.3448, 24.2746, -0.0006, -0.0008, 0.0014
O, 4.0473, 6.8627, 24.1299, -0.0015, -0.0007, 0.0038
O, 0.0383, 0.0224, 7.9617, 0.0024, -0.0017, -0.0013
O, 5.5269, 5.4967, 8.0295, 0.0096, 0.0079, 0.0037
O, 6.8514, 9.5719, 24.2063, 0.0004, 0.0003, 0.0025
O, 1.3689, 4.0594, 24.1731, 0.0011, 0.0018, 0.0023
O, 3.8761, 7.3818, 8.9513, -0.0004, 0.0018, 0.0008
O, 0.7636, 4.3513, 8.5956, -0.0017, -0.0027, 0.0004
O, 9.8238, 6.1975, 8.7943, 0.0002, -0.0002, -0.0035
O, 2.121, 9.3391, 8.453, -0.0028, 0.0021, -0.0048
O, 7.5371, 3.9326, 8.7989, 0.002, 0.0031, -0.0006
O, 4.2449, 0.9123, 9.0843, -0.0023, -0.0018, 0.0044
O, 6.749, 9.5787, 9.223, -0.0005, 0.0003, 0.0053
O, 9.1634, 1.818, 8.7682, 0.0032, -0.0018, -0.0042
O, 7.7048, 3.1475, 23.5207, 0.001, -0.0008, 0.003
O, 10.4949, 5.8442, 23.4476, 0.0013, -0.0016, 0.0032
O, 5.0883, 0.4372, 23.4076, 0.0014, -0.0019, 0.0032
O, 5.8626, 5.0863, 23.3655, -0.0018, 0.0018, 0.0035
O, 3.1041, 2.2034, 23.2804, -0.001, 0.001, 0.0033
O, 2.296, 8.7237, 23.2299, 0.0015, -0.0016, 0.0035
O, 8.6305, 7.7599, 23.4029, -0.0015, 0.0012, 0.0036
O, 0.2213, 10.3118, 23.6065, -0.0011, 0.0013, 0.0037
Si, 4.388, 1.5683, 22.4662, -0.0001, -0.0003, -0.0049
Si, 3.491, 7.933, 14.0276, 0.0005, -0.0004, 0.0035
Si, 7.1176, 0.9634, 14.6661, -0.0005, 0.0003, 0.003
Si, 0.9411, 9.3545, 22.5206, -0.0003, 0.0004, -0.005
Si, 1.183, 4.3138, 11.89, 0.0013, 0, 0.0049
Si, 6.2639, 8.9697, 15.32, 0.0004, 0.0002, 0.002
Si, 0.6863, 1.3725, 12.2955, -0.0002, -0.0003, 0.0039
Si, 8.6243, 4.9543, 20.5076, 0.0008, -0.0006, -0.0034
Si, 0.327, 5.7047, 9.3641, 0.001, -0.0007, 0.0089
Si, 5.0996, 3.1245, 17.9453, 0.0003, 0.0003, -0.0008
Si, 0.8843, 3.7461, 16.7437, 0.0004, 0.0002, 0.0006
Si, 10.4021, 2.8511, 19.2269, 0.0001, -0.0001, -0.0022
Si, 5.2651, 1.1893, 10.362, -0.0009, 0.0016, 0.0042
Si, 0.8821, 0.1809, 19.85, -0.0006, 0.0008, -0.0033
Si, 6.6516, 9.4668, 10.874, 0.0011, 0.0002, 0.004
Si, 9.3371, 9.6804, 18.327, -0.0004, -0.0001, -0.0009
Si, 9.3914, 9.2533, 12.5785, -0.0001, -0.0002, 0.0044
Si, 6.5702, 3.843, 22.5825, 0.0003, -0.0004, -0.0043
Si, 2.4415, 8.0496, 9.3782, 0.0014, -0.0002, 0.0067
Si, 10.5886, 7.3707, 17.0745, 0, -0.0002, 0.0002
Si, 2.5104, 6.2947, 16.572, 0.0001, -0.0002, 0.0012
Si, 10.1748, 4.4951, 14.1903, -0.0003, 0.0002, 0.0035
Si, 6.1356, 9.1871, 18.5146, 0.0003, -0.0004, -0.0008
Si, 7.9545, 2.5636, 9.5797, -0.0005, -0.001, 0.0058
Si, 8.8873, 2.1379, 12.4541, 0.0003, 0.0001, 0.0041
Si, 5.3369, 6.2477, 18.0623, 0.0001, 0.0003, -0.0009
Si, 3.9206, 0.5573, 19.4673, 0.0005, 0.0001, -0.0033
Si, 4.2735, 3.852, 12.0581, 0.0004, 0, 0.0033
Si, 5.545, 6.6085, 12.1357, -0.0004, -0.0011, 0.004
Si, 8.0112, 2.5083, 17.2207, 0, 0.0004, 0
Si, 4.3587, 2.4855, 14.9676, 0.0007, -0.0004, 0.0028
Si, 1.5448, 1.2133, 15.2578, 0.0002, 0.0002, 0.0021
Si, 1.5652, 9.4201, 12.0439, -0.0001, 0.0014, 0.0045
Si, 8.0514, 6.8589, 13.8694, 0.0003, -0.0001, 0.0035
Si, 10.3809, 9.8418, 15.4913, 0.0001, 0.0001, 0.0023
Si, 9.8092, 7.014, 22.5491, -0.0001, -0.0001, -0.0046
Si, 8.1078, 5.4884, 17.4074, -0.0001, 0.0003, -0.0009
O, 6.0505, 7.9641, 11.2729, 0.0003, 0.0012, -0.0021
O, 6.0139, 9.2111, 16.8958, 0, 0.0002, -0.0007
O, 7.6896, 1.3572, 13.1929, 0, 0, -0.0017
O, 0.9033, 1.7503, 13.8623, -0.0003, -0.0001, -0.0022
O, 9.4287, 6.2561, 16.8774, 0.0001, 0.0002, 0
O, 6.7624, 6.2134, 13.1307, -0.0001, 0.0001, -0.0014
O, 5.13, 4.6635, 18.6074, 0, -0.0001, 0.0007
O, 9.2283, 2.1617, 18.2742, 0.0001, 0.0001, 0.0006
O, 2.3637, 0.0964, 19.0855, 0.0001, -0.0001, 0.0011
O, 9.413, 10.2407, 16.7678, 0.0003, 0.0002, -0.0006
O, 2.7882, 4.4497, 11.7025, -0.0009, 0.0005, -0.0018
O, 5.0635, 10.3245, 19.1065, -0.0004, 0.0005, 0.0009
O, 9.4297, 3.2515, 13.4755, 0, 0, -0.0021
O, 0.455, 1.7696, 19.9591, 0.0002, -0.0002, 0.0012
O, 3.1586, 1.3603, 15.0582, 0.0001, 0, -0.0009
O, 8.1632, 5.3827, 19.022, 0, 0.0001, 0.0013
O, 3.8937, 6.5998, 17.38, -0.0002, 0.0001, -0.0002
O, 4.5736, 3.2806, 16.388, -0.0002, -0.0002, -0.0009
O, 9.0619, 5.6715, 14.3081, -0.0002, 0.0005, -0.0015
O, 5.4478, 2.7585, 22.1399, 0.0002, 0.0003, 0.0016
O, 10.6694, 4.1391, 15.6818, -0.0002, 0, -0.0014
O, 0.3423, 3.8701, 18.2782, 0.0001, 0.0001, 0.0004
O, 10.423, 10.5148, 19.2249, 0.0005, 0.0001, 0.0011
O, 9.6421, 10.0349, 14.0297, -0.0001, 0, -0.0024
O, 10.912, 8.1167, 22.0881, 0.0001, 0.0001, 0.0014
O, 1.1968, 2.1632, 16.5272, 0.0002, -0.0003, -0.0005
O, 9.7335, 3.7562, 20.4154, -0.0004, 0.0005, 0.0015
O, 8.1313, 4.0358, 16.6805, 0.0001, 0, 0
O, -0.045, 9.1106, 11.9029, 0.0004, 0, -0.0021
O, 6.5833, 2.4189, 18.0084, 0, 0, 0.0003
O, 5.5852, 10.7231, 11.1923, 0.0001, 0, -0.0013
O, 7.7472, 9.5935, 18.8414, 0, 0.0002, 0.0006
O, 10.039, 1.0251, 12.0527, 0.0003, 0.0001, -0.0019
O, 1.3355, 6.9236, 9.0219, -0.0001, 0.0015, -0.0016
O, 0.6238, 4.7761, 13.3517, 0.0007, 0.0002, -0.0023
O, 5.7021, 7.6252, 18.9785, 0.0001, 0.0002, 0.0006
O, 5.2384, 5.0906, 11.5158, -0.0001, 0.0009, -0.0016
O, 2.7125, 6.9868, 15.1067, 0.0004, 0.0007, -0.0018
O, 0.9161, 2.7517, 11.4628, 0.0001, -0.0001, -0.0021
O, 0.8634, 10.6866, 15.5416, 0, 0.0001, -0.0008
O, 2.3801, 8.5877, 10.8948, -0.0002, -0.0014, -0.0045
O, 4.6858, 2.439, 11.2734, 0.0006, -0.0012, -0.0023
O, 4.2404, 3.5217, 13.6817, 0.0001, 0.0004, -0.0022
O, 2.1969, 4.6863, 16.4755, 0, 0.0001, -0.0003
O, 10.6985, 8.2531, 15.6934, 0, 0.0004, -0.001
O, 6.921, 10.2971, 14.6662, 0.0002, 0.0004, -0.0012
O, 2.3468, 8.9578, 13.4131, -0.0005, 0.0005, -0.0023
O, 8.0299, 1.5271, 15.9077, -0.0001, -0.0002, -0.0012
O, 4.1269, 7.0083, 12.8406, 0.0004, 0.0001, -0.0017
O, 4.1755, 2.0129, 18.7292, -0.0001, -0.0002, 0.0011
O, 7.2911, 4.4179, 21.2613, -0.0007, -0.0005, 0.0025
O, 8.4135, 2.9045, 11.0926, -0.0003, 0.0002, -0.0031
O, 1.1796, 6.8691, 17.3513, 0.0002, 0.0002, -0.0001
O, 5.6578, 1.5947, 14.7343, 0.0005, 0.0007, -0.0014
O, 8.1344, 9.7657, 11.5853, -0.0012, 0.0002, -0.0022
O, 9.1974, 6.2887, 21.2397, 0.0004, 0.0009, 0.0025
O, 8.9556, 7.7226, 12.8513, 0.0004, 0.0006, -0.0019
O, 1.6573, 0.1243, 11.8642, 0.0002, -0.0004, -0.0018
O, 6.6439, 6.1528, 17.0596, 0.0003, 0.0001, 0.0001
O, 7.3973, 7.8091, 15.0388, 0.0003, -0.0001, -0.0013
O, 1.2062, 10.3101, 21.2386, -0.0002, -0.0013, 0.0032
O, 10.0308, 8.2026, 18.353, 0.0002, 0.0001, 0.0005
O, 3.948, 0.8468, 21.084, 0.0003, 0.0005, 0.0032
O, 0.3427, 5.3416, 10.9286, -0.0006, 0.0018, -0.0044
O, 6.6609, 1.5936, 9.6133, 0.0009, 0.0004, -0.0012
O, 4.7793, 8.7072, 14.6752, -0.0006, 0, -0.0015

Results
free energy: -135861.179 eV
free energy less fixed offsets of O -568.88, P -755.39, Si -635.61 eV per atom: -6.069 eV

The program warned: the cutoff lies below the one the program advises for these potential files; the exchange-correlation potential is rough where the density is thin.
